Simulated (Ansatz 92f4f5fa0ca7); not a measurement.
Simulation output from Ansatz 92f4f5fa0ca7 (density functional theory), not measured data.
Periodic cell of 140 atoms, Si84O56, from a study of silicon, its oxide and their interface. The atomic structure is a simulated model.

Settings: functional r2SCAN; potential files Ansatz norm-conserving; basis plane waves; wave-function cutoff 1300 eV; density cutoff ratio 4; exchange-correlation grid ratio 1; k mesh 2 x 2 x 1, shifted by 0.5 0.5 0.5 of a step; self-consistency stop 5e-08 eV per atom in the density residual; occupations Fermi-Dirac, 0.05 eV; spin none; net charge 0.

Cell vectors (angstrom)
a  10.9176  -0.0709  0.0493
b  -0.0709  10.9694  0.0243
c  0.09  0.0444  19.9508

Atoms: element, x, y, z (angstrom)
Si  0.2418  -0.2099  0.0828
Si  2.7655  3.0947  0.2576
Si  0.1895  5.0593  0.161
Si  2.0623  8.2582  0.5343
Si  4.9381  -0.096  0.5868
Si  7.3649  2.7945  -0.0898
Si  5.5978  5.599  -0.049
Si  8.8364  7.3212  -0.2372
Si  1.3246  1.4861  1.5582
Si  3.9989  4.8899  1.6788
Si  0.8376  6.7273  1.7708
Si  3.6222  9.3562  1.9147
Si  6.1801  1.6459  1.3617
Si  9.0769  3.722  1.3244
Si  7.305  6.5934  1.4245
Si  9.5384  9.3385  1.1831
Si  -0.2798  2.7526  2.9132
Si  2.6707  0.0781  3.1268
Si  -0.0938  8.425  2.8459
Si  2.4885  5.7121  3.0988
Si  5.3154  3.2139  2.6838
Si  7.8889  -0.0737  2.433
Si  5.5131  8.2355  2.5665
Si  8.7033  5.3306  2.8661
Si  1.3314  3.9949  4.5867
Si  4.5424  1.5237  4.1592
Si  1.1125  9.7442  4.3221
Si  4.2644  6.9734  4.0103
Si  7.3623  4.0695  4.226
Si  9.5456  1.1471  4.1546
Si  6.7537  9.6508  4.0911
Si  9.5172  6.7535  4.2778
Si  0.0503  0.2379  5.6999
Si  2.837  2.5082  5.8165
Si  -0.303  5.4513  5.6141
Si  2.8106  8.0616  5.2674
Si  5.4227  -0.0027  5.3983
Si  8.4407  2.3283  5.7292
Si  5.8715  5.2946  5.4796
Si  8.384  8.3478  5.1979
Si  1.1844  1.483  7.2173
Si  4.3369  4.278  6.8238
Si  1.3188  6.7944  6.7709
Si  3.8206  9.6911  6.7082
Si  6.9259  0.9743  7.1912
Si  9.4715  3.9108  6.9318
Si  6.9707  7.0629  6.6147
Si  9.2003  9.524  6.9175
Si  -0.0427  2.6669  8.4765
Si  2.6706  -0.0762  8.3035
Si  -0.1278  8.0336  8.0479
Si  2.6886  5.5239  8.2988
Si  5.7695  2.5376  8.4155
Si  7.6974  -0.9509  8.768
Si  5.0997  7.835  7.4673
Si  8.0921  5.4208  8.0048
Si  0.9458  4.5513  9.8237
Si  4.8057  0.8311  9.4802
Si  1.1065  9.3225  9.4297
Si  4.6775  6.288  9.2067
Si  6.9233  4.1967  9.7156
Si  9.6076  0.522  9.5814
Si  5.5669  8.7417  10.0118
Si  9.6744  6.5441  9.5413
Si  -1.7523  -0.2219  12.4548
Si  0.2964  -4.9332  13.7536
Si  1.699  3.7419  12.8616
Si  9.6753  -3.3357  12.3927
Si  6.9619  3.9084  12.6768
Si  13.8154  9.901  14.1603
Si  5.1572  -0.263  12.2669
Si  0.9569  0.8968  13.6114
Si  7.1316  4.8731  15.3487
Si  8.7446  7.1257  15.1586
Si  2.168  0.7177  16.1978
Si  5.8828  -0.8345  17.6344
Si  7.0477  1.1426  14.153
Si  8.7319  -1.9668  17.3363
Si  8.0677  2.2885  16.7197
Si  10.392  0.3622  17.4492
Si  4.1307  1.2935  18.1147
Si  4.1521  -3.4873  17.9164
Si  3.0376  6.9242  15.0485
Si  4.4044  4.6031  13.7972
O  1.1716  -1.5001  -0.3368
O  -0.2041  1.0298  -1.0245
O  3.9767  2.6624  -1.0544
O  3.8173  0.2335  -0.514
O  1.1264  4.0541  -0.542
O  -0.8074  6.245  -0.7028
O  2.8735  7.4678  -0.8279
O  4.7152  8.8769  -2.5313
O  6.0048  -0.8083  -0.6516
O  7.7622  2.2141  -1.6186
O  4.3893  -3.4034  -9.7178
O  6.5333  4.3152  -0.4594
O  5.0523  6.0555  -1.4573
O  8.2765  7.6608  -1.5987
O  2.6614  8.4426  14.8626
O  -2.2784  -3.6502  13.3804
O  5.3508  -0.5817  9.2324
O  4.5725  0.9043  11.15
O  9.1286  7.3425  10.8675
O  4.2663  6.1504  14.0102
O  5.3241  0.6504  17.2044
O  10.0782  6.2343  14.9881
O  5.8773  5.474  9.8171
O  7.6732  3.861  11.2499
O  8.0831  -0.0744  13.6897
O  3.0922  3.7164  13.8023
O  6.0067  9.5567  11.5192
O  10.9866  5.6741  10.1349
O  12.5896  4.7398  11.5602
O  -0.5475  0.5413  13.2293
O  8.8314  0.6267  11.1778
O  0.771  -0.2571  16.7799
O  3.2727  -0.1125  15.3995
O  1.3304  10.3171  13.487
O  16.3895  4.1676  15.1825
O  2.9181  -9.4  17.2872
O  5.1602  4.0277  12.4205
O  5.5795  0.5933  13.664
O  7.2771  6.5196  15.8075
O  14.5309  9.8155  12.6694
O  7.2017  5.1196  13.8122
O  11.1838  -6.7091  13.5733
O  1.3753  1.6605  15.07
O  -1.3944  9.2928  12.2384
O  0.1401  6.9443  12.5
O  9.1131  8.495  15.8626
O  18.4181  2.3668  13.2017
O  1.5363  2.0957  12.5688
O  -1.2181  1.6898  16.5346
O  3.6655  -4.1084  16.5051
O  -0.0988  -0.7029  9.8869
O  8.0818  3.883  16.2406
O  7.1834  1.6023  15.7301
O  7.4619  -0.8928  17.1339
O  9.6171  -0.8569  18.1029
O  12.6299  6.2234  14.4749

Results
free energy: -35847.442 eV
free energy less fixed offsets of O -463.61, Si -117.95 eV per atom: 22.518 eV
pressure: -2.45 GPa
stress xx, yy, zz, yz, xz, xy (GPa, positive in tension): 2.23, 2.57, 2.55, -1.16, 1.22, -0.92

Forces (eV/angstrom), in the order of the atoms: element, x, y, z
Si  0.3722  2.4366  0.6131
Si  0.1166  0.9537  -1.4301
Si  -4.9689  2.2333  0.9897
Si  0.397  0.5247  -3.2897
Si  1.0302  -2.407  -2.2976
Si  -0.2794  3.1655  -2.8516
Si  1.6055  -1.3778  2.2181
Si  3.8452  -2.2266  5.4434
Si  0.5215  -0.8751  -0.1039
Si  -0.1727  -2.0456  -2.3669
Si  1.9376  -1.0402  -0.8448
Si  0.5711  0.7104  -0.6845
Si  0.9451  -2.2791  0.7039
Si  3.2496  -0.1102  -0.501
Si  -1.8195  0.8081  -0.721
Si  -1.4819  0.2443  0.2314
Si  1.6236  0.5526  -1.1324
Si  0.6875  1.474  -0.6559
Si  -1.6593  0.192  0.9757
Si  -0.546  -0.4279  1.0247
Si  1.0603  0.5557  2.0528
Si  1.2171  0.6306  0.2786
Si  1.4065  -0.6033  0.6162
Si  -2.2718  -0.4144  -1.513
Si  -0.4422  0.5981  -1.8139
Si  -3.742  1.191  -0.7698
Si  1.4714  -0.8792  0.6839
Si  1.0508  -2.2009  0.5429
Si  -1.7895  -1.652  0.0978
Si  -0.5197  -1.191  -0.5803
Si  -0.3995  -0.6718  -0.7907
Si  2.2017  1.3702  -1.0319
Si  -1.857  -1.7908  -0.1477
Si  0.8741  1.4199  -0.693
Si  3.0032  -0.5664  0.4314
Si  -2.2058  1.9393  1.6067
Si  1.9237  -1.1195  2.4399
Si  -2.2385  0.0036  -0.492
Si  -0.8504  1.7727  -0.8665
Si  -2.4242  0.2922  0.8326
Si  3.3553  -1.7486  -1.4583
Si  -1.3563  -2.0937  1.4878
Si  0.7601  -0.1606  -0.33
Si  -0.0491  -0.8497  -0.4165
Si  0.6689  -0.5604  -1.1342
Si  0.5942  -0.0957  1.4782
Si  0.9106  -0.9889  -0.5309
Si  1.7517  0.622  1.4221
Si  -2.5383  1.9972  2.7095
Si  0.1285  0.3827  0.5522
Si  -0.4739  0.6047  -0.9223
Si  0.3053  -1.127  -0.0679
Si  -0.227  1.8776  -0.4744
Si  1.4637  1.1998  -1.6989
Si  0.0288  0.6561  1.2567
Si  0.6323  0.0388  1.7312
Si  5.2174  -3.0685  1.2077
Si  -4.0654  1.8835  2.3966
Si  -0.1196  1.7609  -0.0236
Si  -2.4382  2.6493  -0.4197
Si  0.7062  -0.1155  -0.0313
Si  -0.2874  -2.3033  2.224
Si  1.0195  2.9361  -0.426
Si  0.239  0.0822  0.0983
Si  0.9126  4.0938  0.8689
Si  3.0955  -4.4735  2.342
Si  -1.6123  -0.1888  -0.4959
Si  1.1467  1.5921  -5.1139
Si  -3.1982  -0.5111  0.7705
Si  -3.3254  -4.2319  -1.5228
Si  -2.4042  0.5162  -1.4639
Si  -1.0077  2.1648  -0.9849
Si  -4.3621  -0.2317  2.1554
Si  -1.8086  -1.4368  -2.7986
Si  -5.13  -0.3684  -1.8754
Si  2.3093  0.8382  3.3704
Si  1.7397  0.3228  -2.138
Si  -2.2086  0.8616  -0.0864
Si  6.1621  2.5879  3.4289
Si  0.6649  4.2064  1.4673
Si  1.3268  -0.2362  3.7906
Si  1.2225  -1.8902  0.185
Si  1.461  -1.039  -3.0284
Si  3.561  -1.8  0.9797
O  1.4856  -1.153  0.7135
O  0.6456  -1.8447  -0.465
O  -0.62  1.8046  2.5349
O  -1.7407  1.3366  -2.3864
O  3.5295  -1.5743  -0.1953
O  -0.2506  0.2307  1.0486
O  0.1486  1.3729  0.3386
O  -0.7711  -1.9868  0.2772
O  -0.3001  0.2071  0.927
O  -0.7346  0.1758  0.8539
O  0.3006  0.0628  1.0252
O  0.9783  -2.6516  0.4855
O  -1.9792  3.9995  -1.7921
O  -1.6899  2.8306  -5.5623
O  1.4567  3.9796  -1.9228
O  -2.695  -0.2336  4.3533
O  1.2748  -4.6604  -0.0421
O  1.5919  -1.0078  0.4131
O  -0.2475  -1.408  -0.5336
O  -2.6007  3.2365  1.4949
O  -0.8624  -0.1244  0.4954
O  -0.5719  -0.2056  1.6694
O  0.1595  -0.8594  1.1675
O  -0.9437  1.9004  -3.1051
O  -2.3515  0.609  0.7752
O  -2.6573  0.4789  -0.5679
O  -0.9379  -0.036  0.0592
O  -4.9005  3.5548  -0.6934
O  0.6023  -3.7137  -0.5126
O  -0.145  1.5627  0.1074
O  1.1692  -0.5929  -1.441
O  3.4206  1.6064  -1.6138
O  0.7557  -0.2395  -0.4787
O  3.7636  0.2437  1.9378
O  0.9814  0.1144  0.5571
O  -2.5042  -0.3529  -1.6426
O  3.5877  0.5891  1.3295
O  0.1839  -1.0509  -0.9535
O  2.8967  -1.2422  -0.62
O  2.5644  1.2357  2.4803
O  2.4372  -1.7642  -4.8483
O  2.2904  1.4161  -0.4034
O  0.2544  -2.0597  -0.2224
O  0.9177  -1.1653  0.2116
O  -1.6866  1.755  -0.2756
O  -0.1677  0.9867  1.8249
O  -1.4131  -0.7629  2.393
O  -0.6349  0.3431  0.5174
O  -1.9701  -1.1009  0.8814
O  -0.2599  -0.7601  1.2776
O  -0.7731  2.0471  -0.2631
O  -0.6895  0.3748  -0.4964
O  -3.1668  -3.2174  -4.5907
O  -1.6758  -2.0081  -0.7768
O  -0.678  -2.5857  -0.8921
O  -0.9904  -1.2324  0.4504

The program warned: the forces do not sum to zero within the program's tolerance.
